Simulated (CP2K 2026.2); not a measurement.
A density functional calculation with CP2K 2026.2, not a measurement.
Periodic cell of 504 atoms, Si360O144, from a study of silicon, its oxide and their interface. The atomic structure is a simulated model.
Doubt: the forces sum to 1.90 eV/angstrom along one axis rather than to zero, so they err by at least 0.0038 eV/angstrom per atom on average; the grid cutoff is modest.

Settings: functional PBE; method Gaussian and plane waves; basis set DZVP-MOLOPT-SR-GTH; pseudopotentials GTH-PBE; grid cutoff 350 Ry, relative cutoff 50 Ry; k points Gamma only; occupations fixed; spin none; net charge 0.

Cell vectors (angstrom)
a 16.32 0 0
b 0 16.32 0
c 0.001 -4.0361 33.5757

Atoms and the computed forces on them: element, x, y, z (angstrom), force x, y, z (eV/angstrom)
Si 1.103 15.246 0.144 0.045 -0.156 0.741
Si 3.758 1.655 0.021 0.152 -0.139 0.756
Si 1.544 3.857 0.131 -0.128 0.135 0.764
Si 4.391 6.592 0.072 -0.176 0.03 0.692
Si 1.054 9.551 0.306 0.253 0.028 0.647
Si 4.267 7.963 33.505 -0.161 0.113 0.749
Si 7.111 10.68 33.5 -0.189 0.153 0.753
Si 9.786 1.249 0.093 -0.233 0.043 0.686
Si 6.518 0.24 33.51 0.161 -0.091 0.734
Si 9.748 6.451 0.005 -0.117 0.22 0.722
Si 6.458 5.67 33.469 0.236 -0.055 0.707
Si 9.293 12.485 0.15 0.048 -0.097 0.762
Si 11.985 15.336 0.085 0.074 -0.178 0.748
Si 15.195 1.111 0.098 -0.114 0.198 0.768
Si 11.984 4.231 0.059 0.259 -0.077 0.722
Si 14.735 7.025 0.086 0.094 -0.211 0.757
Si 12.676 9.34 0.171 -0.289 -0.026 0.74
Si 15.304 11.92 0.052 -0.275 0.265 0.699
Si 2.697 0.068 1.392 -0.015 0.01 -0.056
Si 5.387 2.748 1.318 -0.02 0.01 -0.077
Si 2.743 5.459 1.342 0.007 0.005 -0.057
Si 5.489 8.159 1.398 0.003 0.005 -0.049
Si 2.739 10.834 1.327 0.006 0.002 -0.025
Si 5.449 13.598 1.22 0.015 -0.03 -0.068
Si 8.167 0.018 1.285 0.008 -0.028 -0.056
Si 10.912 2.722 1.479 0.002 0.013 -0.039
Si 8.13 5.378 1.301 -0.016 0.001 -0.047
Si 10.919 8.132 1.244 -0.007 0.006 -0.07
Si 8.08 10.834 1.263 -0.013 0.007 -0.051
Si 10.885 13.681 1.371 -0.007 -0.019 -0.048
Si 13.601 0.026 1.435 0.014 -0.001 -0.043
Si 0.003 2.687 1.431 0.005 -0.008 -0.046
Si 13.56 5.43 1.34 -0.004 0.013 -0.056
Si 16.197 8.09 1.603 -0.025 -0.001 -0.031
Si 13.721 10.905 1.497 0.005 0.013 -0.05
Si 0.009 13.583 1.375 -0.028 -0.008 -0.047
Si 1.359 1.366 2.817 -0.002 0.007 0.04
Si 4.076 4.099 2.739 -0.015 -0.004 0.052
Si 1.377 6.754 2.765 0.019 -0.02 0.033
Si 4.071 9.49 2.729 -0.007 -0.007 0.009
Si 1.415 12.24 2.713 0.006 -0.009 0.005
Si 4.103 14.961 2.629 -0.022 -0.029 -0.002
Si 6.775 1.361 2.636 0.011 0.022 -0.002
Si 9.466 4.061 2.739 0.009 0.014 0.027
Si 6.879 6.809 2.71 0.004 -0.011 0.035
Si 9.521 9.495 2.595 -0.016 0.014 0.006
Si 6.76 12.227 2.661 0.014 0.011 0.031
Si 9.513 15.018 2.735 -0.009 0.005 0.036
Si 12.295 1.398 2.814 0.002 -0.007 0.027
Si 14.943 4.089 2.708 -0.001 -0.007 0.015
Si 12.215 6.804 2.722 0.03 -0.006 0.023
Si 14.955 9.535 2.932 -0.003 0.004 0.051
Si 12.245 12.278 2.702 -0.017 -0.008 0.014
Si 14.926 14.904 2.743 0.021 0.011 0.032
Si 16.302 -0.035 4.099 -0.004 0.004 -0.013
Si 2.729 2.742 4.127 0 0.014 -0.012
Si 16.32 5.408 4.099 -0.006 0.003 -0.002
Si 2.72 8.145 4.102 -0.003 0.031 0.011
Si 0.068 10.908 4.146 0.01 -0.005 -0.001
Si 2.759 13.617 4.05 0.006 -0.02 0.004
Si 5.441 -0.004 4.021 -0.008 0.012 0.002
Si 8.117 2.692 4.067 0.003 -0.01 0.013
Si 5.467 5.461 4.062 -0.015 -0.003 -0.009
Si 8.216 8.172 4.058 0.001 -0.001 0.001
Si 5.429 10.88 4.062 0.015 -0.004 -0.005
Si 8.141 13.596 4.033 0.011 -0.013 -0.019
Si 10.883 0.026 4.11 0.003 -0.011 -0.01
Si 13.633 2.758 4.139 0.001 0.001 0.014
Si 10.852 5.44 4.077 -0.002 0.009 -0.02
Si 13.54 8.144 4.155 -0.012 0.006 -0.006
Si 10.856 10.875 3.998 0.006 -0.008 0.011
Si 13.579 13.589 4.122 0.015 -0.004 0.01
Si 1.368 -1.366 16.306 -0.007 0.006 -0.004
Si 4.073 1.326 16.279 -0.009 0.004 -0.01
Si 1.359 4.06 16.247 -0.001 -0.001 -0.015
Si 4.094 6.805 16.285 -0.007 -0.001 -0.008
Si 1.349 9.522 16.308 -0.003 -0.012 -0.008
Si 4.11 12.258 16.333 0.006 0.004 -0.004
Si 6.812 -1.357 16.338 -0.008 0.016 -0.012
Si 9.498 1.352 16.345 -0.003 -0.001 -0.003
Si 6.832 4.085 16.315 0.001 0.005 -0.007
Si 9.532 6.809 16.342 0.009 0.008 -0.009
Si 6.848 9.559 16.318 0.027 0.002 -0.013
Si 9.527 12.275 16.353 -0.011 0.006 -0.006
Si 12.212 -1.381 16.346 -0.007 -0.003 -0.008
Si 14.941 1.337 16.291 -0.002 -0.014 -0.009
Si 12.217 4.088 16.323 -0.008 0.003 -0.009
Si 14.927 6.81 16.309 0.015 0.001 -0.005
Si 12.245 9.511 16.352 0.012 0.006 0.001
Si 14.938 12.207 16.34 -0.009 -0.015 -0.006
Si 2.743 -0.031 17.683 0.017 0.001 0.008
Si 5.444 2.692 17.59 0.007 -0.001 -0.006
Si 2.689 5.442 17.589 -0.001 -0.008 0.019
Si 5.511 8.147 17.613 -0.011 0.003 -0.012
Si 2.748 10.865 17.64 -0.006 -0.01 0.013
Si 5.461 13.628 17.724 0.013 -0.006 0.003
Si 8.179 -0.039 17.731 0.01 0.015 0.021
Si 10.823 2.761 17.684 0.005 -0.001 -0.01
Si 8.187 5.446 17.711 -0.015 -0.014 -0.004
Si 10.899 8.148 17.722 -0.014 0.003 0.02
Si 8.162 10.952 17.721 -0.023 -0.021 0.005
Si 10.864 13.61 17.769 -0.01 0.019 0.015
Si 13.559 0.008 17.664 0.017 0.015 0.005
Si 0.043 2.663 17.599 -0.002 0.005 -0.012
Si 13.579 5.445 17.677 0.009 0.014 0.018
Si 16.264 8.193 17.663 -0.002 0.01 -0.001
Si 13.585 10.858 17.75 0.015 -0.011 -0.001
Si 16.316 13.592 17.637 0.004 0.002 0.012
Si 1.394 1.342 19.016 -0.014 0.01 -0.022
Si 4.074 4.068 18.881 -0.015 -0.002 -0.061
Si 1.326 6.816 18.936 0 0.001 -0.03
Si 4.191 9.519 18.938 0.006 0.019 -0.021
Si 1.354 12.208 18.97 -0.002 0.016 -0.03
Si 4.073 -1.378 19.103 -0.017 0.001 -0.007
Si 6.755 1.335 18.989 -0.015 0.001 -0.037
Si 9.511 4.106 19.13 0.012 -0.002 -0.007
Si 6.826 6.819 19.043 0.001 0.008 -0.013
Si 9.555 9.589 19.028 0.03 -0.012 -0.039
Si 6.837 12.337 19.136 0.027 0.019 -0.018
Si 9.524 -1.361 19.197 -0.022 0.005 -0.012
Si 12.154 1.374 18.997 -0.002 -0.002 -0.039
Si 15.007 4.03 18.897 -0.003 -0.006 -0.027
Si 12.223 6.756 19.122 -0.034 -0.012 -0.026
Si 14.913 9.475 19.137 0.011 -0.021 -0.016
Si 12.238 12.239 19.116 0.017 -0.011 -0.01
Si 14.956 -1.349 18.978 0.009 0.003 -0.047
Si 0.041 -0.039 20.344 -0.001 -0.028 0.044
Si 2.783 2.728 20.303 0.009 0.025 0.058
Si 16.319 5.39 20.263 0.009 0.002 0.031
Si 2.798 8.146 20.191 -0.02 -0.023 0.021
Si 16.318 10.896 20.382 -0.031 -0.001 0.038
Si 2.7 13.511 20.393 -0.011 -0.012 0.07
Si 5.44 0.006 20.436 0.005 0.026 0.057
Si 8.046 2.733 20.357 -0.019 -0.009 0.044
Si 5.387 5.416 20.262 0.009 -0.005 0.058
Si 8.198 8.226 20.356 0.023 -0.011 0.06
Si 5.461 10.906 20.376 -0.021 -0.015 0.047
Si 8.187 13.62 20.665 0 0.022 0.037
Si 10.849 0.11 20.511 -0.003 0.006 0.049
Si 13.621 2.698 20.215 0.022 0.011 0.045
Si 10.887 5.398 20.581 0.017 0.013 0.061
Si 13.571 8.083 20.548 0.029 0.019 0.054
Si 10.9 10.884 20.505 -0.03 -0.017 0.056
Si 13.606 13.655 20.391 0.01 0.008 0.05
Si 1.117 -1.665 21.666 0.089 0.18 -0.787
Si 4.301 1.613 21.708 -0.154 -0.125 -0.76
Si 1.638 4.331 21.54 -0.112 -0.137 -0.755
Si 3.836 6.556 21.559 0.056 0.13 -0.697
Si 1.654 9.667 21.484 -0.173 0.019 -0.679
Si 3.803 11.905 21.723 0.15 0.162 -0.717
Si 6.967 -1.052 21.888 -0.122 -0.279 -0.723
Si 9.14 1.237 21.758 0.233 0.092 -0.779
Si 6.441 3.873 21.644 0.152 0.038 -0.751
Si 9.726 7.13 21.744 0.007 -0.254 -0.794
Si 7.086 9.828 21.666 -0.087 -0.125 -0.742
Si 9.392 11.988 21.96 0.174 0.286 -0.67
Si 12.519 -1.04 21.705 -0.209 -0.158 -0.682
Si 14.767 1.163 21.538 0.223 0.088 -0.726
Si 12.56 4.114 21.727 -0.226 -0.015 -0.675
Si 14.739 6.354 21.685 0.026 0.227 -0.724
Si 11.985 9.287 21.858 0.282 0.105 -0.74
Si 15.186 12.515 21.683 -0.091 -0.191 -0.737
Si 3.937 6.131 29.991 0.085 0.094 0.134
Si 8.125 -1.472 31.359 -0.006 -0.016 0.169
Si 2.386 0.214 23.81 0.05 0.051 -0.202
Si 1.915 5.576 27.647 -0.03 -0.107 -0.061
Si 4.006 0.315 26.193 -0.011 0.053 0.098
Si 15.485 5.636 29.049 -0.039 0.071 -0.071
Si 12.142 2.333 24.383 0.006 0.132 -0.109
Si 10.953 6.619 31.776 0.02 0.06 0.101
Si 11.332 2.191 29.158 -0.084 -0.059 0.066
Si 16.127 8.253 23.475 0.017 -0.019 -0.034
Si 9.144 -1.635 26.022 0.107 -0.041 -0.014
Si 6.259 9.579 24.595 -0.012 0.079 -0.109
Si 9.876 3.829 31.085 0.053 -0.092 -0.025
Si 3.234 2.905 27.334 0.022 -0.011 -0.012
Si 4.273 7.337 24.47 0.042 0.04 -0.137
Si 12.907 -2.951 26.24 -0.086 -0.009 -0.038
Si 9.854 -0.668 28.985 0.011 0.023 -0.061
Si 7.351 3.128 26.595 0.014 -0.082 -0.04
Si 11.02 8.626 29.615 -0.109 0.084 0.139
Si 8.078 5.521 23.818 -0.123 -0.06 -0.146
Si 4.164 -2.972 30.575 -0.027 0.015 0.11
Si 4.128 -0.031 29.333 -0.11 0.016 -0.044
Si 10.383 12.089 25.002 -0.057 0.066 -0.092
Si 13.488 5.784 26.931 0.019 0.013 0.012
Si 10.874 7.187 27.008 -0.104 -0.092 -0.081
Si 6.777 12.023 30.641 0.085 -0.065 0.143
Si 1.627 8.077 25.726 0.018 0.087 -0.015
Si 13.808 -1.146 31.456 -0.014 -0.018 0.194
Si 8.259 9.708 29.02 -0.007 -0.011 0.085
Si 2.374 9.404 31.461 -0.001 0.057 0.136
Si 4.587 12.213 24.725 -0.086 -0.045 -0.09
Si 2.097 11.472 29.427 0.005 -0.135 0.007
Si 9.38 2.889 24.491 -0.091 -0.088 -0.076
Si 14.697 3.496 25.796 -0.049 0.103 -0.088
Si 0.26 2.516 23.685 -0.033 -0.079 -0.248
Si 6.072 5.718 26.042 0.092 -0.007 0.058
Si 15.459 10.67 29.29 0.035 -0.02 -0.002
Si 6.487 4.723 30.508 -0.045 0.077 0.078
Si 2.015 11.131 26.338 -0.034 0.007 -0.11
Si 13.834 3.451 28.473 -0.05 0.015 0.068
Si 6.13 -1.45 24.932 -0.032 -0.054 -0.169
Si 12.172 -2.695 29.352 0.148 -0.001 -0.003
Si 15.991 1.107 31.493 -0.009 -0.032 0.198
Si 2.669 4.28 31.673 0.096 0.041 0.022
Si 15.241 11.506 26.247 0.132 0.012 -0.051
Si 9.102 9.433 26.031 0.017 -0.003 0.031
Si 6.353 7.142 28.927 -0.062 -0.047 0.015
Si 1.865 1.968 29.689 0.083 -0.022 0.107
Si 12.768 10.987 30.698 -0.009 0.069 0.031
Si 9.655 4.428 28.178 0.153 -0.012 0.038
Si 5.853 2.287 28.919 -0.124 0.081 0.062
Si 15.97 8.099 30.808 -0.089 0.143 0.107
Si 11.709 -0.786 24.53 -0.007 -0.032 -0.012
Si 14.058 10.472 23.676 -0.092 0.073 -0.032
Si 1.376 14.947 5.434 -0.01 -0.01 0.003
Si 4.096 1.348 5.427 0 -0.004 0.004
Si 1.352 4.073 5.481 0.007 -0.002 0.009
Si 4.1 6.798 5.442 -0.002 -0.012 0.007
Si 1.391 9.514 5.48 0.012 0.012 0.018
Si 4.089 12.245 5.43 -0.013 -0.005 0.011
Si 6.793 14.96 5.404 -0.002 -0.001 -0.002
Si 9.501 1.371 5.446 0.007 0.004 0.008
Si 6.789 4.076 5.431 0.008 0.007 0.007
Si 9.528 6.809 5.451 0 0.009 0.016
Si 6.815 9.523 5.404 0.008 -0.002 0
Si 9.509 12.234 5.39 0.011 0.001 0.002
Si 12.228 14.965 5.46 -0.011 0.006 0.015
Si 14.971 1.353 5.466 0.009 -0.001 0.008
Si 12.226 4.098 5.453 0.005 0.011 0.006
Si 14.955 6.786 5.455 0.02 -0.001 -0.001
Si 12.184 9.537 5.446 -0.019 -0.001 0.011
Si 14.971 12.247 5.465 -0.002 -0.012 0.008
Si 2.727 -0.004 6.793 0.005 0.004 0.001
Si 5.44 2.715 6.799 -0.001 -0.003 -0.007
Si 2.727 5.447 6.808 -0.008 0.004 -0.004
Si 5.459 8.167 6.787 -0.004 0.003 -0.005
Si 2.745 10.887 6.816 -0.004 -0.01 0.003
Si 5.445 13.607 6.787 -0.003 -0.007 0
Si 8.149 -0.009 6.787 0.007 0 -0.002
Si 10.867 2.729 6.803 -0.008 0.001 0.006
Si 8.154 5.439 6.79 0.008 -0.003 0
Si 10.862 8.171 6.825 -0.005 0 0
Si 8.161 10.883 6.777 0 -0.005 -0.005
Si 10.863 13.585 6.784 0.003 -0.001 -0.001
Si 13.592 0.004 6.815 0.002 0.004 -0.003
Si 0.006 2.703 6.833 0.001 -0.006 0
Si 13.595 5.439 6.821 -0.014 0.003 -0.004
Si 16.319 8.154 6.809 0.005 0.012 -0.001
Si 13.588 10.878 6.794 0.005 -0.003 -0.003
Si 0.01 13.607 6.814 0.006 -0.009 0.001
Si 1.373 1.346 8.174 -0.01 0.005 0
Si 4.079 4.075 8.162 -0.008 -0.004 -0.001
Si 1.364 6.802 8.17 0.006 0.002 -0.008
Si 4.103 9.521 8.162 0.008 0.016 -0.001
Si 1.364 12.237 8.166 -0.001 -0.01 0
Si 4.082 14.956 8.155 -0.003 0 -0.008
Si 6.801 1.357 8.156 -0.001 0.003 -0.004
Si 9.514 4.089 8.161 0.006 0.007 -0.004
Si 6.801 6.8 8.156 -0.004 0.002 -0.006
Si 9.501 9.53 8.168 0.002 -0.009 0
Si 6.804 12.243 8.145 0.006 0.003 0
Si 9.512 14.951 8.148 -0.004 -0.006 0
Si 12.227 1.364 8.164 0.002 -0.005 -0.004
Si 14.954 4.07 8.175 0.003 -0.008 -0.008
Si 12.238 6.809 8.17 0.012 0.014 0.004
Si 14.951 9.518 8.156 -0.004 -0.012 0.002
Si 12.233 12.242 8.154 -0.004 -0.003 -0.01
Si 14.962 14.965 8.169 0.007 0.009 -0.006
Si 0.001 -0.003 9.532 0.008 0.004 0.001
Si 2.723 2.717 9.526 -0.001 -0.009 -0.002
Si 16.32 5.437 9.523 0.003 0.003 -0.001
Si 2.73 8.165 9.521 -0.005 0.004 -0.003
Si 16.315 10.876 9.517 -0.003 0.005 -0.002
Si 2.723 13.598 9.521 -0.003 -0.002 -0.001
Si 5.441 -0.003 9.514 -0.004 -0.001 0
Si 8.16 2.72 9.516 0.012 0.004 -0.004
Si 5.44 5.441 9.518 0.003 0 -0.007
Si 8.152 8.161 9.524 -0.009 0.004 0.006
Si 5.454 10.884 9.52 -0.001 -0.012 -0.001
Si 8.159 13.597 9.515 0.001 -0.001 -0.001
Si 10.872 -0.008 9.514 0.003 0.005 -0.001
Si 13.589 2.714 9.53 -0.004 0.003 -0.003
Si 10.874 5.446 9.523 -0.002 -0.005 -0.004
Si 13.6 8.164 9.526 0.004 0.002 0.002
Si 10.876 10.885 9.519 0.006 -0.005 0.003
Si 13.595 13.6 9.518 0.008 0.002 0.001
Si 1.359 14.951 10.883 -0.005 0.002 0.002
Si 4.083 1.354 10.878 -0.004 0.012 0
Si 1.359 4.077 10.883 0.002 -0.007 -0.001
Si 4.084 6.802 10.884 -0.004 -0.003 0.002
Si 1.362 9.522 10.877 0.001 -0.002 0.002
Si 4.085 12.238 10.876 0.002 -0.002 -0.001
Si 6.802 14.958 10.873 0.002 0.001 0.001
Si 9.518 1.358 10.875 -0.005 -0.004 0
Si 6.805 4.084 10.875 -0.009 -0.004 0
Si 9.517 6.806 10.884 0.009 0.008 0.001
Si 6.803 9.524 10.889 0.001 0.006 0.003
Si 9.52 12.244 10.882 -0.002 0.003 0.001
Si 12.234 14.956 10.882 0.003 0.004 0.002
Si 14.95 1.352 10.888 0.004 0 0
Si 12.23 4.08 10.882 0.007 0.005 -0.003
Si 14.958 6.8 10.88 -0.003 0 0
Si 12.238 9.526 10.877 0.005 -0.009 0.002
Si 14.955 12.237 10.877 0.007 -0.01 0.002
Si 2.723 -0.009 12.234 0.002 0 0.002
Si 5.448 2.716 12.227 0.003 -0.004 -0.001
Si 2.723 5.437 12.24 -0.008 0 0.003
Si 5.441 8.166 12.248 0 0.003 0.002
Si 2.721 10.884 12.239 -0.001 0.002 0
Si 5.449 13.595 12.232 -0.005 0 0.001
Si 8.161 -0.002 12.235 0.001 0.008 0.002
Si 10.877 2.714 12.241 0.004 0.004 -0.001
Si 8.162 5.442 12.243 0 -0.002 -0.001
Si 10.88 8.169 12.238 0.005 0.009 0.002
Si 8.17 10.882 12.247 -0.002 -0.012 0.005
Si 10.875 13.6 12.25 -0.003 -0.005 0.007
Si 13.592 -0.011 12.251 0.002 0.004 0.005
Si 16.308 2.72 12.237 -0.002 -0.001 0.003
Si 13.588 5.445 12.236 0.007 -0.004 0
Si 0 8.16 12.235 0.005 -0.004 0
Si 13.593 10.883 12.241 0 -0.001 -0.001
Si 16.315 13.591 12.242 0.003 0.001 0.002
Si 1.348 1.346 13.579 0.001 0.006 0.002
Si 4.097 4.073 13.586 0.004 -0.011 -0.001
Si 1.355 6.796 13.594 0.007 -0.003 0.005
Si 4.081 9.53 13.605 -0.011 0.005 0.007
Si 1.363 12.242 13.605 -0.005 -0.006 0.002
Si 4.091 -1.369 13.589 0.003 0.005 0.005
Si 6.802 1.358 13.592 -0.008 0.008 -0.001
Si 9.522 4.077 13.6 0 -0.005 0.008
Si 6.813 6.814 13.606 0 0.002 0.013
Si 9.538 9.532 13.61 0.004 -0.005 -0.002
Si 6.811 12.245 13.601 0.004 -0.004 0.001
Si 9.516 -1.353 13.607 -0.009 0.012 -0.001
Si 12.23 1.352 13.61 0.008 -0.004 0.004
Si 14.941 4.081 13.592 -0.01 0.013 -0.001
Si 12.231 6.807 13.597 -0.002 0.006 -0.011
Si 14.958 9.521 13.591 0.002 0.001 0.001
Si 12.228 12.232 13.612 0.013 -0.004 0.008
Si 14.945 -1.386 13.609 0.011 -0.003 0.002
Si 16.314 -0.018 14.944 -0.004 0.004 -0.002
Si 2.727 2.698 14.916 -0.006 -0.003 -0.001
Si 16.295 5.444 14.946 -0.004 -0.005 -0.005
Si 2.714 8.162 14.949 -0.005 0.002 -0.002
Si 16.311 10.882 14.954 0.008 -0.004 0.008
Si 2.739 13.598 14.958 0.005 0.007 -0.002
Si 5.456 -0.018 14.947 0.005 0.005 -0.006
Si 8.164 2.709 14.954 0.002 -0.003 0.003
Si 5.46 5.435 14.949 -0.002 -0.003 0.003
Si 8.187 8.175 14.968 -0.003 0.009 -0.009
Si 5.454 10.891 14.963 -0.002 -0.003 0.002
Si 8.164 13.606 14.97 0.005 0.001 -0.003
Si 10.87 -0.002 14.983 -0.001 0.002 0.004
Si 13.584 2.725 14.96 0.011 0.005 -0.001
Si 10.872 5.449 14.959 0.008 0.003 0.001
Si 13.587 8.174 14.95 0.005 0.003 0.005
Si 10.88 10.886 15.001 -0.004 -0.008 -0.001
Si 13.579 13.579 14.984 0.002 -0.004 0.001
O 3.861 3.455 32.395 0.147 0.026 -0.278
O 16.302 13.598 22.204 0.155 -0.122 0.483
O 9.169 4.35 29.732 -0.266 -0.04 -0.005
O 13.319 -1.803 30.069 0.449 -0.039 -0.271
O 5.152 8.53 25.112 0.014 0.166 0.339
O 2.361 11.588 27.845 0.432 0.394 -0.008
O 10.71 0.712 29.026 0.117 -0.105 -0.022
O 1.053 3.655 22.887 -0.094 0.08 0.46
O 6.258 -1.428 23.309 -0.173 -0.262 0.091
O 6.363 9.299 23.012 -0.086 -0.257 -0.174
O 8.118 0.057 22.235 0.076 -0.084 0.138
O 10.839 8.2 22.312 -0.006 -0.018 0.278
O 4.92 4.873 30.165 -0.015 -0.424 -0.095
O 10.852 1.275 33.153 0.126 0.101 -0.504
O 13.664 5.23 22.217 0.264 0.091 0.264
O 1.844 10.588 32.419 0.335 0.125 -0.163
O 5.439 1.413 33.07 0.024 -0.126 -0.571
O 15.38 2.362 32.306 0.095 0.204 -0.402
O 11.207 7.169 30.297 0.316 -0.442 -0.427
O 0.03 6.657 33.33 -0.081 -0.086 -0.426
O 4.359 12.473 23.139 0.057 0.381 0.106
O 15.799 6.583 30.303 0.133 -0.363 0.351
O 10.023 12.374 23.43 0.291 0.548 0.134
O 4.328 -2.964 32.189 0.428 -0.089 -0.169
O 5.473 0.857 29.566 0.304 -0.09 0.197
O 13.693 4.156 33.175 -0.056 0.127 -0.525
O 12.728 10.822 32.3 0.541 -0.3 -0.157
O 9.484 2.048 23.122 0.243 0.148 0.144
O 12.104 0.735 24.209 -0.065 0.02 -0.047
O 3.752 1.931 26.141 -0.03 0.469 -0.433
O 10.071 7.75 32.487 -0.024 0.047 -0.288
O 7.612 11.047 29.657 0.173 0.221 -0.36
O 12.564 10.015 23.227 -0.182 0.303 0.581
O 2.89 0.751 30.044 -0.073 -0.307 0.528
O 1.837 -1.048 22.981 0.311 -0.341 0.472
O 14.873 2.986 27.323 0.53 -0.282 0.19
O 7.086 -0.525 32.179 -0.296 -0.176 -0.375
O 14.527 -2.295 32.335 0.079 0.067 -0.115
O 7.015 4.694 22.924 -0.16 0.198 0.182
O 4.668 6.016 25.304 -0.345 -0.439 0.02
O 0.36 1.574 30.114 -0.465 -0.04 -0.612
O 4.336 -1.476 29.998 0.182 0.023 -0.177
O 14.4 10.532 25.248 -0.294 -0.261 0.397
O 1.212 1.28 24.027 -0.338 -0.138 0.578
O 4.56 7.132 22.896 0.602 0.013 0.121
O 8.231 9.54 33.113 0.202 -0.129 -0.163
O 3.626 8.654 32.161 0.311 -0.135 -0.28
O 2.764 10.121 30.058 0.445 -0.206 -0.254
O 10.219 5.194 31.856 -0.387 -0.102 0.116
O 12.354 6.329 32.507 0.271 0.259 -0.165
O 14.443 11.89 22.997 -0.107 0.127 0.32
O 0.824 0.433 32.394 0.293 0.09 -0.253
O 8.377 4.174 27.256 -0.002 0.565 0.049
O 14.34 5.088 25.731 0.386 0.259 -0.641
O 5.373 6.835 33.028 -0.153 -0.101 -0.12
O 6.118 4.098 26.182 -0.47 -0.357 -0.25
O 8.811 6.697 23.017 0.006 0.161 0.197
O 14.552 6.456 27.97 -0.083 0.614 0.082
O 1.443 4.463 32.695 -0.248 -0.124 -0.01
O 9.064 2.954 32.18 -0.357 -0.229 -0.234
O 15.01 9.329 23.065 -0.019 -0.128 -0.318
O 15.111 10.892 27.733 -0.073 -0.389 -0.114
O 5.383 2.746 22.213 -0.135 0.19 0.385
O 1.123 8.713 22.682 0.188 -0.192 0.157
O 1.98 2.204 28.099 -0.561 -0.06 -0.432
O 6.132 6.558 27.426 -0.193 0.157 0.08
O 11.106 2.887 30.612 0.578 -0.283 0.267
O 5.714 11.065 24.923 0.127 0.058 0.277
O 2.717 10.739 22.125 0.036 0.125 0.345
O 10.634 3.144 28.048 -0.003 0.022 -0.356
O 12.837 4.546 27.773 -0.647 0.101 0.32
O 0.168 8.216 25.038 -0.361 -0.046 0.203
O 7.477 -2.851 30.824 0.059 -0.018 -0.174
O 10.159 -0.862 25.007 -0.233 0.125 -0.192
O 2.717 7.665 24.623 -0.126 -0.095 -0.223
O 15.577 6.817 23.009 -0.088 -0.166 0.295
O 10.792 -1.893 29.412 -0.193 -0.371 0.028
O 13.718 0.024 22.056 -0.025 -0.085 0.204
O 10.81 2.721 25.218 -0.028 0.236 0.616
O 12.662 -1.449 25.669 0.345 0.18 0.345
O 9.543 9.239 29.897 -0.277 0.084 0.566
O 14.686 4.301 29.564 0.265 -0.285 0.524
O 7.69 9.318 25.268 0.02 -0.347 0.013
O 6.606 11.301 32.084 -0.131 -0.175 -0.081
O 6.861 4.887 32.08 0.58 -0.186 -0.026
O 8.11 2.387 25.371 -0.359 -0.436 -0.228
O 5.428 -0.12 25.544 0.442 0.561 -0.128
O 9.23 4.476 24.242 0.6 0.302 -0.06
O 16.064 3.197 25.036 0.366 0.22 0.105
O 4.48 2.99 28.385 0.04 0.209 0.293
O 9.842 7.965 26.012 -0.012 -0.304 -0.409
O 7.616 -1.515 25.548 0.069 -0.117 0.004
O 2.688 5.485 22.037 0.069 0.187 0.344
O 5.21 -2.736 25.331 -0.245 0.117 0.636
O 7.311 6.161 25.085 0.224 0.528 0.345
O 2.031 9.509 26.348 0.305 -0.183 0.053
O 9.287 -0.979 27.499 -0.326 0.074 -0.041
O 2.641 -1.265 33.164 -0.065 0.013 -0.694
O 9.309 -1.912 32.377 0.269 0.093 -0.28
O 8.788 9.977 27.523 -0.049 0.242 0.044
O 11.922 12.256 30.172 -0.74 0.121 -0.008
O 12.541 -3.006 27.814 0.074 -0.115 -0.054
O 2.226 3.376 30.417 -0.28 0.369 -0.114
O 15.003 8.403 32.093 -0.446 0.1 -0.279
O 10.866 -3.921 33.177 0.08 0.112 -0.428
O 1.562 6.871 26.77 -0.387 0.115 -0.001
O 14.284 11.238 30.224 0.167 0.378 0.456
O 1.2 8.328 31.219 0.043 -0.597 -0.032
O 2.721 -3.544 30.142 -0.384 0.333 0.402
O 6.702 3.208 29.959 0.527 -0.383 0.37
O 2.971 6.082 28.736 0.096 0.095 -0.015
O 0.512 11.62 25.887 -0.011 0.031 -0.408
O 14.842 0.042 31.144 0.041 0.103 -0.486
O 0.5 11.445 29.68 -0.108 0.46 0.262
O 4.931 7.39 29.714 -0.166 0.59 0.389
O 3.886 -0.191 27.729 0.077 -0.272 -0.167
O 2.87 -0.342 25.244 -0.158 -0.355 0.38
O 6.819 2.023 27.636 -0.062 -0.429 -0.238
O 10.037 10.547 25.323 0.189 -0.16 0.084
O 12.13 3.171 22.988 0.019 0.031 0.14
O 2.657 4.349 26.865 -0.132 0.003 -0.7
O 15.317 1.973 22.839 -0.355 0.141 0.119
O 12.298 6.718 26.359 0.18 0.055 -0.559
O 7.16 8.524 28.947 -0.408 -0.128 -0.097
O 12.559 -0.534 32.289 -0.126 -0.221 -0.432
O 8.677 -0.615 30.099 -0.335 0.219 -0.298
O 7.165 5.989 29.737 0.426 0.09 -0.039
O 10.214 5.879 27.72 -0.266 -0.111 0.084
O 8.209 10.886 22.23 0.006 -0.062 0.185
O 15.608 9.088 29.584 0.007 -0.205 -0.55
O 5.312 12.34 30.023 -0.139 -0.24 -0.607
O 9.54 13.106 25.959 -0.459 -0.162 0.546
O 14.469 12.934 26.125 0.138 0.309 0.158
O 11.927 -1.59 23.131 -0.376 -0.512 0.156
O 12.948 2.203 28.978 0.173 -0.387 0.011
O 3.013 5.846 31.302 -0.373 0.35 0.26
O 13.472 2.672 25.18 -0.003 -0.344 0.11
O 3.61 0.931 23.02 0.15 -0.069 0.26
O 12.168 9.63 30.093 0.049 -0.057 -0.336
O 11.249 8.346 28.059 0.079 0.495 -0.139
O 0.533 5.126 28.346 -0.113 -0.605 -0.152
O 11.955 12.372 25.353 0.351 -0.404 -0.169
O 3.171 11.773 25.395 -0.21 0.003 -0.139
O 16.292 12.274 33.188 0.057 -0.113 -0.39

Results
total energy: -101656.085 eV
total energy less fixed offsets of O -438.35, Si -107.03 eV per atom: -2.885 eV
